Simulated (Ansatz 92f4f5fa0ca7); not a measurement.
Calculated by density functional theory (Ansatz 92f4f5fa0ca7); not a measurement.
Periodic cell of 223 atoms, Si132O90P1, from a study of silicon, its oxide and their interface. The atomic structure is a simulated model.
Doubt: the cutoff is far below the 930 eV that the study's wrapper takes by default for these files, so forces and energies are approximate.
This geometry differs little from another in the collection (a relaxation step or a small displacement).

Settings
functional: PBE
potential files: Ansatz PAW
basis: plane waves
wave-function cutoff: 580 eV
density cutoff ratio: 5
exchange-correlation grid ratio: 1
k mesh: 1 x 1 x 1, Gamma-centred
self-consistency stop: 5e-08 eV per atom in the density residual
occupations: fixed
spin: none
net charge: +1 e, with a uniform compensating background and no finite-size correction

Cell vectors (angstrom)
a, 10.938, 0, 0
b, 0, 10.938, 0
c, 0, 0, 32.1988

Atoms and the computed forces on them: element, x, y, z (angstrom), force x, y, z (eV/angstrom)
Si, 10.589, 0.2199, 24.8373, 0.0022, -0.0008, 0.0018
Si, 5.7214, 10.6874, 24.7202, 0, -0.0006, -0.0011
Si, 2.4771, 2.933, 24.6558, 0.0005, -0.0017, -0.0004
Si, 8.4376, 2.4609, 24.7706, 0.0014, -0.0007, -0.0032
P, 0.2689, 5.1817, 24.8403, -0.0037, 0.0022, -0.0094
Si, 5.1658, 5.7507, 24.6708, 0.0012, -0.0005, 0.0006
Si, 2.9555, 8.0076, 24.5613, 0.0017, -0.0017, -0.0027
Si, 7.9193, 8.4592, 24.7293, 0.0018, -0.001, -0.0026
Si, 1.3237, 1.3803, 26.0171, -0.0005, 0.0025, -0.0005
Si, 6.8539, 1.3202, 26.0938, -0.0002, -0.001, 0.0003
Si, 4.0515, 4.1199, 25.9789, -0.0018, 0.0011, -0.0016
Si, 9.6097, 4.0465, 26.0983, -0.0025, -0.0007, 0.0007
Si, 1.411, 6.8367, 26.0091, -0.0011, 0.0031, 0.0003
Si, 6.7579, 6.8682, 26.0143, -0.0015, 0.0014, 0.0001
Si, 4.1032, 9.5265, 25.9981, 0.0013, 0.0003, 0.0012
Si, 9.4501, 9.5896, 26.1329, -0.0026, 0.0014, -0.0005
Si, 2.731, -0.0033, 27.3303, 0.0008, -0.0004, 0.0006
Si, 8.151, -0.0078, 27.5509, 0.0005, -0.0007, -0.003
Si, 0.0324, 2.711, 27.4942, -0.0007, -0.002, -0.0019
Si, 5.4426, 2.7426, 27.3477, 0.0008, -0.0008, 0.0006
Si, 2.7301, 5.451, 27.4379, 0.0008, 0.0003, -0.0008
Si, 8.186, 5.5011, 27.3423, 0.0007, -0.0013, 0
Si, -0.0372, 8.1894, 27.364, 0.003, -0.0014, -0.0007
Si, 5.437, 8.2006, 27.4526, 0.0007, -0.0001, -0.0029
Si, 4.0833, 1.3663, 28.7333, 0.0002, -0.0007, -0.0006
Si, 9.5678, 1.3602, 28.8419, 0.0008, 0.0012, 0.0014
Si, 1.368, 4.1072, 28.8296, 0.0003, 0.0002, 0.0003
Si, 6.8327, 4.1022, 28.7216, 0.0006, 0.0004, -0.0002
Si, 4.0921, 6.8271, 28.8067, -0.0011, -0.0015, 0.0008
Si, 9.5522, 6.8282, 28.7567, -0.0006, 0.0006, 0.0005
Si, 1.3677, 9.5669, 28.7183, -0.0014, 0.0003, 0
Si, 6.783, 9.5517, 28.857, -0.0009, 0, 0.0008
Si, 0.0193, -0.0234, 30.1516, 0.001, -0.0007, -0.0001
Si, 5.4243, 0.0157, 30.1611, 0, 0.0001, 0.0005
Si, 2.7462, 2.7213, 30.1548, 0.0002, 0.0002, 0.0003
Si, 8.1885, 2.7565, 30.1407, 0.0003, -0.0001, 0.0002
Si, -0.0248, 5.473, 30.1491, 0, 0.0001, 0.0003
Si, 5.4843, 5.457, 30.142, 0.0002, 0, -0.0005
Si, 2.7157, 8.216, 30.1286, 0.0002, 0.0003, 0
Si, 8.1994, 8.1863, 30.1641, 0.001, -0.0006, 0.0006
Si, 1.3783, 1.3525, 31.5285, -0.0007, -0.0001, 0.0001
Si, 6.8229, 1.3821, 31.497, 0.0004, -0.0003, 0.0003
Si, 4.12, 4.0898, 31.5159, 0.0001, 0.0005, 0
Si, 9.5584, 4.104, 31.5226, -0.0002, -0.0004, 0.0003
Si, 1.3515, 6.8513, 31.4877, 0.0005, 0.0001, 0.0002
Si, 6.8428, 6.8181, 31.5372, -0.0005, 0, -0.0001
Si, 4.074, 9.5738, 31.5238, 0, -0.0002, 0.0005
Si, 9.5789, 9.5573, 31.5191, 0.0002, 0.0002, -0.0001
Si, 2.7362, -0.0049, 0.7205, 0.0002, -0.0001, -0.0001
Si, 8.1964, 0.0111, 0.6552, 0.0001, -0.0001, 0
Si, -0.0044, 2.7302, 0.6862, 0.0005, 0, 0
Si, 5.4838, 2.7308, 0.6986, 0, -0.0001, -0.0001
Si, 2.7357, 5.4934, 0.6438, 0.0005, -0.0003, -0.0001
Si, 8.2116, 5.4551, 0.7173, 0.0002, 0.0005, -0.0002
Si, 0.0094, 8.1913, 0.6911, -0.0005, 0.0002, 0
Si, 5.4646, 8.21, 0.6857, 0.0003, 0.0002, 0.0001
Si, 4.1309, 1.3629, 2.0703, 0, -0.0003, 0.0003
Si, 9.5582, 1.3524, 2.0477, 0, 0.0001, -0.0004
Si, 1.3785, 4.1333, 2.0144, -0.0005, -0.0001, 0
Si, 6.8491, 4.0808, 2.0811, -0.0001, 0.0001, -0.0002
Si, 4.1001, 6.8318, 2.0481, 0, 0.0002, -0.0004
Si, 9.5851, 6.8357, 2.0658, 0, -0.0003, 0.0003
Si, 1.3767, 9.5425, 2.0686, 0.0001, 0.0002, -0.0001
Si, 6.8318, 9.6016, 2.0396, -0.0001, 0, 0.0001
Si, -0.0144, -0.0335, 3.391, -0.0002, -0.0001, -0.0007
Si, 5.4959, 0.0102, 3.4765, -0.0001, -0.0003, -0.0005
Si, 2.7724, 2.7923, 3.3602, 0.0002, 0.0005, -0.0009
Si, 8.1947, 2.6906, 3.4587, 0.0008, 0.0001, 0.0003
Si, 0.0299, 5.4743, 3.4336, 0, -0.0001, 0.0003
Si, 5.4746, 5.4677, 3.4101, 0.0003, 0.0004, -0.0008
Si, 2.7689, 8.2031, 3.4543, 0.0005, 0.0004, 0.0004
Si, 8.2043, 8.2324, 3.3782, -0.0002, -0.0003, -0.0006
Si, 1.3889, 1.3952, 4.6248, 0.0002, 0.0001, 0.0019
Si, 6.8471, 1.3474, 4.9161, -0.0002, 0.0003, -0.0001
Si, 4.1526, 4.0868, 4.8063, -0.0003, -0.0004, 0.0012
Si, 9.5809, 4.0822, 4.7618, 0.0003, 0.0006, -0.0003
Si, 1.4151, 6.829, 4.8245, -0.0005, -0.0003, -0.0002
Si, 6.8221, 6.8919, 4.7274, 0.0003, 0.0004, 0.0009
Si, 4.1365, 9.5767, 4.8482, -0.0002, 0, -0.0005
Si, 9.5519, 9.5523, 4.7939, 0.0004, 0.0003, 0.0014
Si, 2.7455, 0.1167, 6.0523, -0.0004, 0.0007, 0.0001
Si, 8.2061, -0.0621, 6.272, 0.0005, -0.0011, 0.0012
Si, 0.0281, 2.6706, 6.0429, 0.0001, -0.0006, -0.0003
Si, 5.4742, 2.7269, 6.2927, -0.0002, 0.0008, 0.0011
Si, 2.8153, 5.4769, 6.1845, 0.0005, -0.0001, 0.0008
Si, 8.1747, 5.4821, 6.034, -0.0003, 0, -0.0002
Si, 0.0112, 8.1874, 6.153, -0.0001, 0.0006, 0.0007
Si, 5.5271, 8.2228, 6.2346, 0.0005, -0.0004, 0.0003
Si, 3.8353, 1.5725, 7.6047, 0.0012, -0.0007, 0
Si, 9.8401, 1.1393, 7.4566, -0.001, 0.0005, 0.0011
Si, 1.627, 3.7992, 7.3126, -0.0004, 0.0011, 0.0008
Si, 6.6551, 4.4165, 7.4776, 0.0004, -0.0012, 0.0003
Si, 4.4069, 6.6326, 7.5497, -0.0009, -0.0002, 0.0003
Si, 9.3658, 6.9483, 7.4049, 0.0007, -0.0003, 0.0005
Si, 1.1445, 9.9194, 7.2893, 0.0003, -0.0011, 0.0002
Si, 7.1567, 9.2291, 7.6732, -0.0005, 0.0015, -0.0007
O, 8.3087, 8.0879, 7.9038, 0.0011, 0.0002, -0.0003
O, 2.7156, 2.7364, 7.949, 0.0002, 0.0004, -0.0005
O, 9.5414, 1.3559, 24.2247, -0.0019, 0.0013, 0.0012
O, 4.0531, 6.8535, 24.0989, -0.0016, 0.0005, -0.0004
O, 0.0325, 0.0248, 7.9523, -0.0002, -0.0004, -0.0007
O, 5.5308, 5.5107, 8.0257, -0.0004, -0.0002, -0.0002
O, 6.8352, 9.583, 24.1567, 0.0012, 0.0006, 0.0012
O, 1.3126, 4.1366, 24.2169, 0.0017, -0.0025, 0.0043
O, 3.8622, 7.3835, 8.9344, 0.0005, -0.0004, -0.0009
O, 0.8034, 4.3754, 8.5957, 0.0007, -0.0008, -0.0013
O, 9.8118, 6.1746, 8.796, -0.0005, 0.0003, -0.0009
O, 2.1279, 9.3813, 8.483, -0.0008, 0.0009, -0.0014
O, 7.5178, 3.9264, 8.7929, -0.0004, 0.0008, -0.0011
O, 4.2667, 0.9223, 9.0665, -0.0006, 0.0003, -0.0011
O, 6.7295, 9.5571, 9.2233, 0.0003, -0.0003, -0.0009
O, 9.2098, 1.8563, 8.7972, 0.0008, -0.0006, -0.0013
O, 7.7318, 3.1648, 23.4784, 0.0014, -0.0011, 0.0025
O, 10.4914, 5.8021, 23.5739, 0.0017, 0.0048, 0.006
O, 5.0066, 0.4627, 23.4306, 0.0008, -0.0008, 0.0011
O, 5.8843, 5.0943, 23.3515, -0.0003, 0.0003, 0.0006
O, 3.0591, 2.2821, 23.2511, -0.0018, 0.002, 0.0023
O, 2.3313, 8.7331, 23.2077, 0.0027, -0.0013, 0.0029
O, 8.6375, 7.7314, 23.4279, 0.0038, -0.0047, -0.0001
O, 0.2406, 10.3054, 23.5854, -0.001, 0.0007, -0.0003
Si, 4.3468, 1.5948, 22.459, 0.0009, -0.0007, -0.0028
Si, 3.4854, 7.9305, 14.0254, -0.0001, 0, 0.0005
Si, 7.115, 0.9569, 14.6619, -0.0001, 0.0001, 0.0003
Si, 0.9608, 9.3378, 22.5109, -0.0018, 0.0014, -0.0028
Si, 1.1783, 4.3097, 11.881, 0, -0.0002, 0.0011
Si, 6.2591, 8.9639, 15.3165, 0.0001, 0.0001, -0.0003
Si, 0.6731, 1.3692, 12.2927, -0.0001, 0, 0.0009
Si, 8.64, 4.918, 20.5083, -0.0003, -0.0019, -0.002
Si, 0.3263, 5.7159, 9.3598, 0.0003, 0.0002, 0.0017
Si, 5.1016, 3.1211, 17.9368, 0, 0, -0.0009
Si, 0.8783, 3.7426, 16.7416, 0, 0.0001, -0.0009
Si, 10.4013, 2.8179, 19.2159, -0.0002, -0.0004, -0.0019
Si, 5.2797, 1.1844, 10.3477, 0.0001, 0.0004, 0.0016
Si, 0.8798, 0.1589, 19.8245, -0.0007, 0.0006, -0.0021
Si, 6.6428, 9.4597, 10.8649, 0.0002, -0.0004, 0.0018
Si, 9.3288, 9.6709, 18.3086, -0.0002, -0.0001, -0.0009
Si, 9.3879, 9.2434, 12.5658, 0, -0.0001, 0.001
Si, 6.5698, 3.8469, 22.5579, -0.0004, 0.0004, -0.0024
Si, 2.4404, 8.0691, 9.3756, -0.0002, -0.0001, 0.0018
Si, 10.6015, 7.3716, 17.0713, -0.0002, 0.0001, -0.0008
Si, 2.5146, 6.292, 16.5757, -0.0002, -0.0001, -0.0007
Si, 10.1695, 4.4907, 14.1849, -0.0002, 0.0001, 0.0006
Si, 6.1317, 9.1827, 18.5121, 0.0002, -0.0001, -0.0008
Si, 7.9675, 2.572, 9.5778, -0.0004, -0.0002, 0.0015
Si, 8.8747, 2.1434, 12.45, -0.0001, -0.0002, 0.0013
Si, 5.3428, 6.2428, 18.0678, 0, 0, -0.001
Si, 3.9187, 0.5571, 19.4595, 0.0001, 0.0005, -0.0018
Si, 4.2771, 3.8408, 12.0478, 0.0001, 0.0003, 0.0011
Si, 5.539, 6.603, 12.1345, -0.0001, -0.0001, 0.0011
Si, 8.0111, 2.4918, 17.2219, -0.0003, -0.0001, -0.0008
Si, 4.3581, 2.4805, 14.9627, -0.0001, 0, 0
Si, 1.5365, 1.2147, 15.2529, -0.0001, 0.0001, -0.0001
Si, 1.565, 9.4141, 12.0406, -0.0004, 0.0003, 0.0012
Si, 8.0435, 6.8507, 13.8688, -0.0001, 0, 0.0005
Si, 10.3806, 9.8375, 15.4774, 0, 0.0002, -0.0001
Si, 9.8182, 6.9887, 22.5997, -0.0041, -0.0024, 0.002
Si, 8.1321, 5.4938, 17.4212, -0.0002, 0.0002, -0.002
O, 6.0429, 7.9597, 11.2853, 0, 0.0005, -0.0006
O, 6.0042, 9.2061, 16.8977, -0.0001, 0, 0.0004
O, 7.6736, 1.3617, 13.1911, 0, 0.0002, -0.0004
O, 0.8911, 1.7497, 13.8632, -0.0001, 0.0001, -0.0004
O, 9.4456, 6.2541, 16.8717, -0.0003, -0.0001, 0.0007
O, 6.7532, 6.2054, 13.1368, -0.0003, 0.0001, -0.0004
O, 5.1413, 4.6562, 18.6136, -0.0002, 0.0001, 0.0005
O, 9.2242, 2.1244, 18.278, 0.0003, 0.0001, 0.0007
O, 2.367, 0.0801, 19.0778, -0.0001, -0.0001, 0.0007
O, 9.4016, 10.227, 16.7544, -0.0001, 0.0001, 0.0004
O, 2.7865, 4.4333, 11.713, -0.0003, 0.0001, -0.0005
O, 5.0656, 10.3247, 19.1217, -0.0001, 0, 0.0005
O, 9.418, 3.2404, 13.4929, -0.0001, 0, -0.0002
O, 0.4631, 1.7476, 19.9586, 0.0003, -0.0003, 0.0006
O, 3.1503, 1.3653, 15.0625, 0, 0.0001, 0.0001
O, 8.2246, 5.431, 19.0438, -0.0003, 0.0003, 0.0006
O, 3.9019, 6.5902, 17.3845, -0.0001, 0.0002, 0.0006
O, 4.5732, 3.2832, 16.3861, -0.0001, 0, 0.0004
O, 9.0524, 5.6634, 14.3164, -0.0002, 0.0001, 0
O, 5.4378, 2.761, 22.1532, 0.0002, 0, 0.0005
O, 10.6691, 4.1428, 15.6815, -0.0001, 0, 0
O, 0.3282, 3.8552, 18.2808, 0, 0.0002, 0.0005
O, 10.4167, 10.5084, 19.2072, 0.0003, 0.0002, 0.0008
O, 9.6424, 10.0269, 14.0218, -0.0002, 0.0001, -0.0002
O, 10.9592, 8.0443, 22.1606, 0.0021, 0.0016, -0.0002
O, 1.1903, 2.1597, 16.5311, -0.0001, 0, 0.0004
O, 9.7233, 3.7029, 20.4209, -0.0004, 0.0007, 0.0013
O, 8.1488, 4.0305, 16.7242, -0.0002, 0.0005, 0.0004
O, -0.0459, 9.0997, 11.8993, 0.0001, 0.0001, -0.0005
O, 6.5813, 2.4062, 18.0094, -0.0002, 0, 0.0004
O, 5.5821, 10.7194, 11.1915, -0.0002, 0.0003, -0.0005
O, 7.7443, 9.5868, 18.8416, -0.0005, 0, 0.0003
O, 10.0242, 1.0249, 12.0572, -0.0001, 0.0001, -0.0004
O, 1.3128, 6.959, 9.0483, -0.0001, 0.0002, -0.0004
O, 0.6164, 4.7685, 13.3478, 0, 0.0001, -0.0005
O, 5.6986, 7.6235, 18.9887, -0.0001, 0.0002, 0.0004
O, 5.2341, 5.0874, 11.5142, -0.0002, 0.0001, -0.0005
O, 2.714, 6.9836, 15.115, 0, 0.0001, 0
O, 0.9053, 2.7467, 11.4623, -0.0001, 0.0003, -0.0005
O, 0.8571, 10.6887, 15.5488, -0.0002, 0.0001, 0.0001
O, 2.399, 8.5893, 10.9059, 0.0002, -0.0004, -0.0014
O, 4.696, 2.4332, 11.2666, 0, -0.0005, -0.0008
O, 4.2564, 3.5101, 13.6777, -0.0001, 0.0001, -0.0004
O, 2.1938, 4.684, 16.4956, 0, 0.0001, 0.0003
O, 10.7122, 8.2528, 15.6942, -0.0001, 0.0001, 0.0002
O, 6.9289, 10.2894, 14.674, -0.0001, 0.0001, 0
O, 2.336, 8.9522, 13.4217, -0.0002, 0.0002, -0.0004
O, 8.0324, 1.5278, 15.9026, -0.0001, 0.0001, 0.0002
O, 4.1225, 6.9978, 12.8501, 0, 0, -0.0004
O, 4.1742, 2.0126, 18.7297, -0.0003, -0.0002, 0.0007
O, 7.273, 4.4119, 21.225, -0.0007, -0.0007, 0.0019
O, 8.4048, 2.9261, 11.1014, -0.0002, 0.0001, -0.0011
O, 1.1907, 6.8745, 17.3655, 0, 0.0001, 0.0004
O, 5.6506, 1.5716, 14.7662, -0.0001, 0.0001, 0
O, 8.1285, 9.7542, 11.5843, -0.0005, 0.0001, -0.0007
O, 9.2577, 6.188, 21.3304, 0.002, 0.0035, 0.0044
O, 8.9542, 7.7151, 12.86, -0.0001, 0.0002, -0.0004
O, 1.6465, 0.1203, 11.8759, 0, -0.0001, -0.0004
O, 6.6641, 6.1507, 17.0865, 0, -0.0001, 0.0006
O, 7.3885, 7.7978, 15.0461, -0.0001, 0, 0
O, 1.1898, 10.254, 21.2039, 0.0001, -0.0008, 0.0011
O, 10.029, 8.1963, 18.3524, -0.0001, -0.0001, 0.0006
O, 3.9165, 0.8646, 21.0827, 0.0001, 0.0003, 0.0021
O, 0.3429, 5.3395, 10.9261, -0.0002, 0.0004, -0.0012
O, 6.692, 1.576, 9.6272, 0.0002, 0.0003, -0.0004
O, 4.7721, 8.7081, 14.6792, -0.0002, 0.0001, 0

Results
free energy: -135859.465 eV
free energy less fixed offsets of O -568.88, P -755.39, Si -635.61 eV per atom: -4.355 eV

The program warned: the cutoff lies below the one the program advises for these potential files; the exchange-correlation potential is rough where the density is thin.
